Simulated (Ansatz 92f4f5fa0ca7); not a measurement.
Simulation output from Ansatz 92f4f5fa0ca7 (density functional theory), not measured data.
Periodic cell of 213 atoms, Si129O80As4, from a study of silicon, its oxide and their interface. The atomic structure is a simulated model.
Doubt: the cutoff is far below the 930 eV that the study's wrapper takes by default for these files, so forces and energies are approximate.
This geometry differs little from another in the collection (a relaxation step or a small displacement).

Settings: functional PBE; potential files Ansatz PAW; basis plane waves; wave-function cutoff 580 eV; density cutoff ratio 5; exchange-correlation grid ratio 1; k mesh 1 x 1 x 1, Gamma-centred; self-consistency stop 5e-08 eV per atom in the density residual; occupations fixed; spin none; net charge 0.

Cell vectors (angstrom)
a 10.938 0 0
b 0 10.938 0
c 0 0 31.6786

Atoms and the computed forces on them: element, x, y, z (angstrom), force x, y, z (eV/angstrom)
Si -0.62 0.7484 24.2747 0.0015 0.0288 0.0251
Si 6.0078 -0.5928 24.2545 0.029 -0.0056 0.0105
As 2.2876 3.1775 24.1433 0.0106 -0.0223 0.0186
Si 8.4442 2.4699 24.2571 0.0068 -0.0458 -0.0036
As 0.4401 4.9897 24.1104 -0.0089 0.0202 0.0072
Si 5.2351 5.803 24.2882 0.0221 0.0618 0.0188
Si 3.3295 7.4971 24.0652 -0.0085 -0.0477 0.024
Si 7.7849 8.6007 24.4043 -0.0284 -0.006 -0.0008
Si 1.2653 1.4885 25.5536 -0.0077 0.0065 -0.0183
Si 6.8348 1.2872 25.5123 -0.0246 -0.0081 -0.009
Si 4.058 4.1262 25.5285 -0.022 -0.0078 -0.0132
Si 9.6132 4.0944 25.5448 0.0092 0.0154 -0.0001
Si 1.4823 6.7333 25.4495 0.0068 0.0061 -0.0134
Si 6.7847 6.9006 25.6785 0.008 0.0013 -0.0139
Si 4.1024 9.4411 25.3676 0.0185 0.0137 -0.0055
Si 9.5788 9.6967 25.4679 -0.0093 -0.0057 -0.002
Si 2.7229 -0.0155 26.7717 -0.006 -0.0134 0.0029
Si 8.2121 0.0033 26.9388 0.0173 0.0099 0.0277
Si -0.0385 2.7637 26.9814 -0.0089 -0.0152 0.0205
Si 5.4521 2.7101 26.8392 0.0225 -0.0049 0.0018
Si 2.7608 5.4653 26.9438 0.0258 0.0305 0.0246
Si 8.218 5.479 26.8828 -0.0135 -0.0026 0.0024
Si 0.037 8.2067 26.7769 0.0036 0.0065 0.0048
Si 5.4029 8.2494 26.9647 -0.0099 -0.0131 0.0168
Si 4.1018 1.3673 28.2603 -0.1478 -0.239 -0.5861
Si 9.5708 1.3673 28.2603 -0.1955 -0.0656 0.595
Si 1.3673 4.1018 28.2603 0.0372 0.1784 0.4146
Si 6.8362 4.1018 28.2603 -0.0094 -0.1739 -0.4187
Si 4.1018 6.8362 28.2603 -0.1004 0.0979 0.6156
Si 9.5708 6.8362 28.2603 0.3061 0.228 -0.4829
Si 1.3673 9.5708 28.2603 0.1 -0.0634 -0.6984
Si 6.8362 9.5708 28.2603 -0.0912 0.1645 0.3566
Si 0 0 29.6276 -0.0544 0.0403 -0.0125
Si 5.469 0 29.6276 0.0785 -0.0162 0.0489
Si 2.7345 2.7345 29.6276 -0.1021 -0.0307 -0.0115
Si 8.2035 2.7345 29.6276 -0.0109 -0.087 0.0513
Si 0 5.469 29.6276 0.1325 0.0654 0.0356
Si 5.469 5.469 29.6276 -0.0102 0.0544 -0.0036
Si 2.7345 8.2035 29.6276 0.0249 -0.071 0.0462
Si 8.2035 8.2035 29.6276 -0.0229 0.0217 -0.0132
Si 1.3673 1.3673 30.9948 0.0417 -0.0249 0.0248
Si 6.8362 1.3673 30.9948 -0.0363 0.0795 -0.0026
Si 4.1018 4.1018 30.9948 0.0436 -0.0384 0.0072
Si 9.5708 4.1018 30.9948 -0.0403 0.0337 -0.0372
Si 1.3673 6.8362 30.9948 -0.0764 0.0533 -0.0064
Si 6.8362 6.8362 30.9948 0.0452 -0.0491 0.0154
Si 4.1018 9.5708 30.9948 -0.0435 0.0039 -0.0221
Si 9.5708 9.5708 30.9948 0.01 -0.0168 0.0157
Si 2.7345 0 0.6835 0.0777 -0.0446 0.0186
Si 8.2035 0 0.6835 -0.0445 0.0568 -0.0068
Si 0 2.7345 0.6835 -0.087 0.0401 -0.0145
Si 5.469 2.7345 0.6835 0.0505 -0.0677 0.0127
Si 2.7345 5.469 0.6835 -0.0392 0.0498 -0.0115
Si 8.2035 5.469 0.6835 0.0629 -0.0263 0.0184
Si 0 8.2035 0.6835 0.0719 -0.0857 0.0154
Si 5.469 8.2035 0.6835 -0.0386 0.0376 -0.0181
Si 4.1018 1.3673 2.0507 -0.0699 0.0735 0.0015
Si 9.5708 1.3673 2.0507 0.0979 -0.006 -0.0628
Si 1.3673 4.1018 2.0507 0.0609 -0.0048 -0.0292
Si 6.8362 4.1018 2.0507 -0.0718 0.0242 0.0118
Si 4.1018 6.8362 2.0507 0.0675 -0.0216 -0.0439
Si 9.5708 6.8362 2.0507 -0.0779 0.0136 0.021
Si 1.3673 9.5708 2.0507 -0.1242 0.0307 0.002
Si 6.8362 9.5708 2.0507 0.0374 -0.0726 -0.042
Si 0 0 3.418 -0.0342 0.1562 -0.8023
Si 5.469 0 3.418 0.0366 -0.1187 0.7553
Si 2.7345 2.7345 3.418 0.1796 0.0476 -0.4738
Si 8.2035 2.7345 3.418 -0.0992 -0.2175 0.407
Si 0 5.469 3.418 0.1131 -0.0533 0.4074
Si 5.469 5.469 3.418 -0.1048 0.0626 -0.2357
Si 2.7345 8.2035 3.418 0.312 -0.0671 0.4672
Si 8.2035 8.2035 3.418 -0.259 -0.0247 -0.506
Si 1.392 1.3358 4.6976 0.0027 0.0171 -0.0246
Si 6.8515 1.3463 4.8832 -0.0142 -0.0027 -0.0095
Si 4.1039 4.0861 4.7544 -0.0096 -0.0032 -0.0557
Si 9.5883 4.0619 4.812 0.0096 0.0043 -0.0017
Si 1.4071 6.8212 4.8284 -0.0069 -0.0077 -0.0041
Si 6.8172 6.8609 4.7501 0.008 0.0041 -0.0258
Si 4.1195 9.5407 4.9013 0.0141 0.0004 -0.004
Si 9.5361 9.6158 4.6822 -0.0151 -0.0167 -0.0251
Si 2.6546 0.027 6.1668 -0.0066 -0.0105 0.0097
Si 8.2738 -0.0908 6.2264 0.0103 0.0033 0.0146
Si 0.0221 2.5831 6.0953 0.0098 0.0084 0.0119
Si 5.434 2.7599 6.2015 0.0176 0.0005 0.0281
Si 2.7417 5.365 6.2108 0.0193 0.0199 0.0176
Si 8.2144 5.5135 6.077 -0.0256 -0.0121 0.014
Si 0.0229 8.356 5.9855 -0.0054 -0.0048 0.0214
Si 5.5223 8.125 6.3183 -0.01 -0.0029 0.0129
Si 3.5667 1.843 7.394 0.0077 0.0377 0.0074
As 10.0325 0.8934 7.5946 -0.0029 -0.0063 -0.0089
Si 1.7499 3.5154 7.3969 -0.0043 -0.047 -0.0411
Si 6.467 4.5892 7.3519 -0.0311 -0.0004 -0.0026
Si 4.5843 6.2117 7.4507 0.0273 -0.0069 -0.0127
Si 9.2449 7.3372 7.1769 0.0126 0.0242 -0.0036
As 0.9212 9.9792 7.5751 0.0003 0.004 -0.0148
Si 7.456 8.9633 7.5004 -0.0033 -0.0286 -0.0175
O 1.1544 3.6916 8.9387 -0.0196 0.004 0.0494
O 3.9319 1.4435 8.9846 0.0024 0.0046 0.0097
O 4.0569 6.3566 9.0468 -0.0012 -0.0128 0.0282
O 7.1742 4.2946 8.8442 -0.0053 0.0006 0.0241
O 7.3322 9.1347 9.1736 0.0023 -0.0018 0.0276
O 10.0325 7.0814 8.6236 -0.0121 -0.0095 0.0349
O 5.7086 -0.2536 22.6516 -0.0124 0.0003 -0.0025
O 8.3092 7.8233 23.01 0.006 0.0064 -0.0062
O 2.9135 7.6571 22.435 -0.0124 0.0251 -0.0241
O 6.195 5.2934 23.01 -0.0001 -0.0154 -0.0083
O 7.7106 3.0628 22.846 -0.0039 0.0187 -0.0065
O -0.116 11.5419 22.6905 0.0021 0.0026 -0.0256
Si -2.3117 16.6746 14.47 0.0056 -0.0015 0.0004
Si -2.9539 3.3179 12.9396 -0.0039 0.0132 -0.0109
Si 7.5938 8.4171 10.626 -0.0066 -0.0049 -0.0225
Si -1.1172 -1.1787 12.5709 -0.0101 0.0013 0.0001
Si 11.4392 10.6421 16.9547 0.0019 0.0034 0.0061
Si -4.4127 9.2541 19.5091 -0.0057 0.0016 0.0012
Si 7.1115 4.3619 22.0226 0.0084 -0.0032 0.0193
Si -17.1267 -0.0237 21.3662 0.0095 -0.0128 0.0199
Si -1.4314 5.7115 20.3191 -0.0108 0.009 0.0075
Si 1.1374 4.1131 20.104 0.0014 0.0046 -0.0053
Si 5.5579 20.0325 12.8305 0.0065 -0.0076 -0.0058
Si 8.3882 -0.2432 17.4859 -0.0096 -0.0003 0.0011
Si 7.72 9.756 14.7268 0.0072 0.0015 0.0117
Si 10.8685 7.1776 12.7604 -0.0167 0.0238 0.0012
Si 2.9529 3.8599 15.1464 0.0015 0.0042 -0.0017
Si 13.3008 8.7687 21.3628 0.0121 -0.0057 0.0133
Si 4.1506 5.3989 10.368 0.019 0.0024 -0.0272
Si 6.6952 4.0486 10.3832 -0.0128 0.0122 -0.033
Si -2.4088 8.3183 21.4785 -0.0059 0.0049 0.0332
Si 15.9335 6.9959 17.8249 0.005 0.007 0.0076
Si 0.2719 3.8604 10.2848 -0.0042 0.0058 -0.0271
Si 5.6046 2.4969 14.7514 -0.0014 0.0012 -0.002
Si 14.8163 0.6292 12.9161 0.0016 0.009 -0.0047
Si 12.3702 -5.5995 17.3819 0.0041 0.0023 0.0023
Si 13.0537 5.3049 12.488 0.0151 -0.001 -0.0082
Si 1.3778 12.2525 14.4819 -0.0009 -0.0017 0.0057
Si 9.4419 -6.0461 17.1938 0.0018 -0.0019 -0.0051
Si -4.703 18.1283 14.9361 -0.002 0.0066 0.0004
Si 7.486 2.5832 17.259 -0.0042 0.0082 0.0023
Si 11.7637 1.3508 19.3307 -0.0017 -0.0094 -0.0015
Si 3.3741 2.4224 20.372 0.0136 -0.0059 0.0017
Si -0.2094 -0.5324 21.5404 -0.0124 -0.0099 0.016
Si 13.0036 8.1042 18.1921 -0.005 0.0047 0.012
Si 4.3344 13.2911 10.2764 0.0023 -0.0028 -0.0302
Si 5.5381 4.1382 19.2541 -0.0035 -0.0114 0.0013
Si 10.3037 -9.2596 12.2506 -0.0029 0.004 -0.0005
Si 9.665 6.3992 10.0467 -0.0076 -0.0182 -0.043
O 16.7186 -2.735 18.5474 0.0025 0.0118 0.0112
O 8.9628 -4.9722 16.0589 0 -0.0107 0.0025
O 2.783 4.3385 13.6 -0.0067 0.0031 0.005
O 3.498 7.5886 17.6268 0.0028 -0.0069 -0.0033
O -1.7071 9.7866 21.512 0.0131 -0.0006 -0.0008
O -8.8245 13.4116 15.3756 -0.0009 0.0019 -0.0027
O 2.2067 -2.7212 19.826 -0.0022 -0.0018 -0.0047
O -7.553 -0.9066 21.4413 -0.0018 -0.0011 -0.0024
O 13.4706 5.0193 16.2216 -0.0031 0.0032 0.0035
O 10.7103 -4.0141 11.1635 -0.0011 -0.0042 0.0183
O 7.0134 5.9407 14.2311 -0.0004 0.0006 0.0034
O 1.1488 15.3988 11.508 0.0034 0.0011 0.0044
O 7.879 4.0369 11.481 -0.0007 -0.0003 0.0089
O 5.5535 -4.2346 16.3221 -0.0004 0.001 -0.0016
O 4.3392 12.5081 21.376 -0.0094 0.0132 -0.001
O 4.2468 14.0915 19.2169 0.0062 0.0075 0.0026
O 3.8296 1.6206 11.6264 -0.0027 -0.0064 0.0155
O 2.3807 0.5173 13.4925 -0.0043 -0.0002 0.0014
O -4.9898 13.5198 10.3973 0.0002 0.0078 0.0056
O -1.7866 10.0455 14.0323 -0.0064 -0.002 0.0054
O 8.921 15.1634 13.9249 0.0011 0.0081 0.0041
O 5.1296 5.6431 18.7419 -0.0001 0.0049 0.0009
O 2.3741 14.5017 21.0563 -0.0022 0.0026 0.006
O -2.1891 1.9058 12.7041 0.0076 -0.0044 -0.0002
O 11.1495 2.8111 19.7175 0.0029 0.003 0.0062
O 0.0865 5.201 20.704 0.0049 -0.0054 0.004
O -7.6828 6.0324 11.5686 -0.0117 -0.0055 0.0088
O -4.2942 3.5006 18.2775 0.0108 -0.0056 -0.0089
O 10.4912 0.1178 11.8933 -0.0019 0.0017 -0.0021
O 9.925 -6.1384 9.913 0.008 0.0352 0.0011
O -2.2108 3.5008 16.7953 -0.0059 0.0008 0.0082
O 7.045 8.4462 20.8231 -0.0034 0.0034 -0.016
O 5.6972 5.2602 10.8463 -0.0148 -0.0133 0.0021
O 4.5446 3.5855 15.341 -0.0003 0.0007 0
O 15.751 -9.7225 14.1274 0.0013 0.0036 0.0001
O 8.4163 5.0786 21.3448 0.0068 -0.0005 -0.0041
O 6.1974 8.445 11.4734 -0.0006 0.0037 0.0085
O 6.5706 2.1238 15.9992 0.0042 0.0039 0.0092
O 5.1743 7.8859 13.8898 -0.0006 -0.0007 0.0044
O -1.4684 7.3193 20.5934 0.0026 -0.0113 0.0015
O -0.2766 2.446 10.8646 0.0007 0.0029 0.0035
O 12.8576 4.7228 18.8095 -0.0032 0.0045 -0.003
O 0.0733 4.5919 16.9387 -0.0109 0.0028 0.0045
O 12.4809 -1.4404 17.5116 -0.0017 0.0021 -0.0007
O -4.3227 10.0907 13.5833 0.0015 -0.001 0.0006
O -5.3805 -0.4527 19.999 0.0128 -0.0154 -0.0141
O -2.7677 1.2935 17.9865 -0.0043 -0.0029 -0.0017
O -3.4724 -2.7099 15.2299 -0.0013 0.0176 -0.0012
O 4.3075 10.0568 12.4566 -0.0011 0.0029 0.0002
O 17.0421 4.0526 20.7788 -0.0039 -0.0005 -0.0093
O 0.0536 0.1492 20.0938 0.0066 0.0098 -0.0083
O 7.8111 -1.1666 18.6779 -0.0114 0.0028 -0.0065
O -4.4416 -7.8359 13.5363 -0.0016 -0.0027 0.0053
O 0.8807 9.2367 21.8587 0.0051 -0.0026 0.0053
O 11.6967 21.999 15.4101 0.0005 0.0016 -0.0032
O 1.2513 6.4159 13.3081 0.0005 -0.0009 0.0006
O 0.6856 12.0484 17.748 0.0014 -0.0035 -0.0036
O -1.0352 10.163 17.2023 -0.0057 0.0025 0.0022
O 12.002 6.9142 17.6679 0.0016 -0.0084 0.0009
O 0.1299 19.7096 12.9046 -0.0009 -0.0339 -0.006
O 2.4159 1.3073 19.6722 -0.001 0.0052 0.0045
O 9.5255 6.7529 13.577 0.0186 0.0075 -0.0043
O 11.2173 2.0743 13.545 0.004 -0.0025 0.0001
O 8.7364 -1.7497 11.4959 0.008 0.0018 0.0071
O 8.1293 6.8679 10.4171 0.006 0.01 0.0071
O -7.2728 3.8461 10.0661 0.002 0.0051 0.0119
O 20.1028 5.398 18.7365 0.0061 -0.0055 -0.0045
O 7.5681 -0.3228 16.0832 0.012 -0.0044 0.0027

Results
free energy: -146930.956 eV
free energy less fixed offsets of As -4856.12, O -568.88, Si -635.61 eV per atom: -2.386 eV

The program warned: the cutoff lies below the one the program advises for these potential files; the forces do not sum to zero within the program's tolerance; the exchange-correlation potential is rough where the density is thin.
